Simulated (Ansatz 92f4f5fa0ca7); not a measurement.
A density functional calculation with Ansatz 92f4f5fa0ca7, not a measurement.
Periodic cell of 221 atoms, Si132O88H1, from a study of silicon, its oxide and their interface. The atomic structure is a simulated model.
Doubt: the cutoff is far below the 930 eV that the study's wrapper takes by default for these files, so forces and energies are approximate.
This geometry differs little from another in the collection (a relaxation step or a small displacement).

Settings: functional PBE; potential files Ansatz PAW; basis plane waves; wave-function cutoff 580 eV; density cutoff ratio 5; exchange-correlation grid ratio 1; k mesh 1 x 1 x 1, Gamma-centred; self-consistency stop 5e-08 eV per atom in the density residual; occupations fixed; spin none; net charge +1 e, with a uniform compensating background and no finite-size correction.

Cell vectors (angstrom)
a 10.938 0 0
b 0 10.938 0
c 0 0 32.2522

Atoms and the computed forces on them: element, x, y, z (angstrom), force x, y, z (eV/angstrom)
Si -0.2311 0.2367 24.7055 -0.009 0.0086 -0.0244
Si 5.7145 -0.3405 24.7668 0.0082 -0.0146 -0.0132
Si 2.5117 2.8153 24.7768 -0.0135 0.0035 -0.015
Si 8.4609 2.4752 24.7115 0.0169 -0.0094 -0.0282
Si 0.1934 4.9695 24.6554 0.0056 -0.0113 -0.0326
Si 5.2306 5.8032 25.0526 -0.0082 0.0134 -0.0165
Si 2.964 7.9155 24.8053 0.0118 -0.0056 -0.0134
Si 7.9626 8.3892 24.797 -0.0048 0.0046 -0.0184
Si 1.3184 1.3293 26.123 0.0017 0.0027 0.0082
Si 6.8481 1.3184 26.028 0.0013 -0.0054 0.007
Si 4.0705 4.0477 26.0937 -0.0015 0.0006 0.0037
Si 9.562 4.0177 26.1158 0.0041 -0.0032 0.0106
Si 1.2896 6.7287 25.9611 -0.0019 -0.001 0.0058
Si 6.8334 6.9306 26.2729 0.0004 0.0025 0.0067
Si 4.0952 9.5232 26.1155 0.0035 -0.0034 0.0074
Si 9.5656 9.5798 26.0478 -0.0029 0.0015 0.0074
Si 2.7352 -0.0125 27.4555 -0.0025 -0.0011 -0.0074
Si 8.2142 -0.0034 27.4598 0.0023 0.0004 -0.002
Si 0.0036 2.7152 27.5105 -0.0019 -0.0011 -0.003
Si 5.4908 2.7097 27.4305 -0.0039 0.0027 0.0003
Si 2.6986 5.4483 27.4426 0.0048 0.0025 -0.0003
Si 8.2207 5.4549 27.4709 -0.0016 0.0065 -0.0009
Si 0.0062 8.1775 27.3953 0.0004 0.0002 -0.0029
Si 5.4452 8.2559 27.5662 -0.0074 -0.0043 -0.0098
Si 4.1018 1.3673 28.8339 0.0887 -0.0277 -0.1875
Si 9.5708 1.3673 28.8339 -0.1066 -0.1259 0.2339
Si 1.3673 4.1018 28.8339 -0.0194 0.0451 0.2125
Si 6.8362 4.1018 28.8339 0.0231 -0.1512 -0.1378
Si 4.1018 6.8362 28.8339 -0.3427 -0.1855 0.0828
Si 9.5708 6.8362 28.8339 0.1932 0.0207 -0.1747
Si 1.3673 9.5708 28.8339 -0.0218 -0.2659 -0.2904
Si 6.8362 9.5708 28.8339 0.182 0.4686 0.4753
Si 0 0 30.2012 -0.1119 -0.0025 -0.0212
Si 5.469 0 30.2012 0.1305 0.012 0.044
Si 2.7345 2.7345 30.2012 -0.0364 0.0897 -0.0399
Si 8.2035 2.7345 30.2012 0.0023 -0.0491 0.0202
Si 0 5.469 30.2012 0.0553 -0.0272 0.0017
Si 5.469 5.469 30.2012 -0.0925 -0.0228 -0.0464
Si 2.7345 8.2035 30.2012 -0.0183 -0.1031 0.0047
Si 8.2035 8.2035 30.2012 -0.0474 0.0517 -0.0366
Si 1.3673 1.3673 31.5684 0.0802 -0.029 -0.0203
Si 6.8362 1.3673 31.5684 -0.0797 0.054 -0.0019
Si 4.1018 4.1018 31.5684 0.0406 -0.0554 -0.0046
Si 9.5708 4.1018 31.5684 -0.0116 0.0677 -0.0367
Si 1.3673 6.8362 31.5684 -0.0215 0.036 -0.0193
Si 6.8362 6.8362 31.5684 0.0278 -0.0244 -0.0161
Si 4.1018 9.5708 31.5684 -0.0388 0.0035 -0.0355
Si 9.5708 9.5708 31.5684 0.0461 -0.0572 -0.0011
Si 2.7345 0 0.6835 0.0161 -0.0275 0.0088
Si 8.2035 0 0.6835 -0.0356 0.0296 0.0051
Si 0 2.7345 0.6835 -0.0502 0.0356 0.0051
Si 5.469 2.7345 0.6835 0.0288 0.0355 0.0417
Si 2.7345 5.469 0.6835 -0.0308 0.0319 0.0044
Si 8.2035 5.469 0.6835 0.0228 -0.0777 0.0153
Si 0 8.2035 0.6835 0.0264 -0.0443 0.033
Si 5.469 8.2035 0.6835 -0.0098 0.0183 0.0164
Si 4.1018 1.3673 2.0507 -0.1062 -0.0089 -0.0485
Si 9.5708 1.3673 2.0507 0.0616 -0.0202 0.0708
Si 1.3673 4.1018 2.0507 0.061 0.0005 0.0714
Si 6.8362 4.1018 2.0507 -0.0067 0.092 -0.0794
Si 4.1018 6.8362 2.0507 0.0169 -0.0528 0.0882
Si 9.5708 6.8362 2.0507 -0.0188 0.0495 -0.048
Si 1.3673 9.5708 2.0507 0.0777 0.0476 -0.0447
Si 6.8362 9.5708 2.0507 0.0409 -0.0458 0.0626
Si 0 0 3.418 0.1051 0.0468 0.0977
Si 5.469 0 3.418 -0.0776 0.13 0.4152
Si 2.7345 2.7345 3.418 -0.0988 -0.5222 -0.2429
Si 8.2035 2.7345 3.418 -0.3439 0.0759 0.238
Si 0 5.469 3.418 -0.2302 0.0154 0.1287
Si 5.469 5.469 3.418 0.437 -0.1554 -0.4421
Si 2.7345 8.2035 3.418 -0.0963 0.5946 -0.0435
Si 8.2035 8.2035 3.418 0.3045 0.0425 -0.2124
Si 1.3587 1.3715 4.8283 -0.0059 -0.0039 -0.0012
Si 6.8311 1.3686 4.8587 -0.002 0.0002 0.0041
Si 4.1937 4.0001 4.6874 0.0044 -0.0054 0.0064
Si 9.5291 4.1135 4.8058 0.0057 -0.0001 -0.0011
Si 1.3283 6.9088 4.7455 0.0083 -0.0045 0.0013
Si 6.8696 6.8294 4.7395 0.0039 -0.0069 0.0054
Si 4.0666 9.6205 4.8402 0.005 0.0016 -0.0009
Si 9.5705 9.5858 4.7955 0.0051 0.0018 0.0009
Si 2.7213 0.0514 6.3408 0.001 -0.0001 -0.0051
Si 8.2322 0.0118 6.2268 -0.0033 -0.0006 -0.0129
Si -0.0675 2.7394 6.1714 0.0028 0.0056 -0.0092
Si 5.4412 2.717 6.2835 0.0034 0.0042 -0.0115
Si 2.8552 5.5023 5.788 -0.0114 0.0021 -0.0106
Si 8.2081 5.5199 6.203 -0.0079 0.0039 -0.0034
Si 0.0216 8.2775 6.2212 -0.006 -0.0004 -0.01
Si 5.5357 8.2328 6.0547 -0.0026 0.0022 -0.0115
Si 3.656 1.8347 7.6782 -0.0047 0.007 0.0084
Si 9.8335 1.0965 7.6051 0.0067 -0.0127 0.0306
Si 1.5379 4.1737 7.089 0.0016 0.0072 -0.0053
Si 6.5974 4.3631 7.5014 -0.0099 0.0078 0.0014
Si 4.4084 6.5415 7.1704 0.0052 -0.0091 0.0303
Si 9.2925 7.2133 7.491 -0.0091 0.0074 0.0122
Si 1.1634 9.7952 7.6824 -0.0085 0.0144 0.028
Si 7.0079 9.3683 7.4821 0.0099 -0.0078 0.0265
O 1.4499 3.9687 24.2691 0.0015 0.0028 0.0067
O 6.8338 9.4843 24.2504 -0.0035 0.0002 0.0053
O 2.538 3.025 7.6856 -0.0075 -0.0035 -0.0014
O 8.1269 8.2675 7.9896 0.0007 -0.0005 -0.0097
O 5.441 5.4801 7.9456 -0.0048 0.0079 -0.0081
O 0.0235 -0.0075 8.1609 0.0028 -0.0002 -0.0136
O 4.1264 6.8218 24.3344 0.0061 -0.0054 0.0074
O 9.5957 1.3706 24.1815 -0.0022 0.0031 0.0064
O 1.8209 9.124 9.0884 -0.0026 0.0012 -0.0133
O 1.0968 5.2803 8.2571 -0.0042 -0.0002 0.0016
O 9.0645 1.7021 8.9766 0.0006 0.0029 -0.0106
O 6.2671 9.9145 8.8806 0.0007 0.0014 -0.0116
O 3.7271 1.6989 9.3723 0.0063 -0.0094 0.0014
O 3.4711 7.2731 8.2759 0.0058 -0.0059 -0.0036
O 7.2157 3.6918 8.9107 0.0034 -0.0007 -0.0002
O 9.9353 6.7797 8.9703 0.0015 -0.0035 -0.0034
O 2.9794 1.9743 23.4081 0.0001 0.0018 0.0044
O 5.0428 0.2619 23.3756 0.0016 0.0005 0.0025
O 7.8955 3.2567 23.3345 0.0019 -0.0042 0.0093
O 10.3385 5.0485 23.2001 0.0047 0.0013 0.0161
O 8.6677 7.6177 23.5089 -0.0045 0.0027 0.0091
O 2.3979 8.6408 23.4366 -0.0006 -0.001 0.0018
O 6.3165 5.2822 23.936 -0.006 0.0009 0.0064
O 0.5046 10.5679 23.3405 -0.0043 0.0035 0.0101
Si 2.9714 8.0496 9.5767 0.0004 -0.0037 -0.0055
Si 9.9536 0.2294 13.1151 -0.0017 -0.0021 0.0038
Si 14.738 5.6498 13.3631 -0.0166 0.0015 -0.0111
Si 4.4509 1.6533 22.7781 -0.0012 0.0001 0.0005
Si 8.5763 2.3427 20.2703 0.0015 -0.0009 -0.0001
Si 10.1889 4.9427 21.5792 -0.0006 0.001 -0.0033
Si 1.2101 9.316 22.5612 0.0004 -0.0006 0.0018
Si 13.102 4.5793 20.2249 -0.0004 0.0005 0.003
Si 1.9632 5.3887 11.0262 -0.0039 0.0044 -0.0019
Si -2.0198 10.1316 20.1647 -0.0002 0.0002 0.0005
Si 4.4595 6.6279 16.0283 0.0038 0.0168 0.0183
Si 7.4378 9.4009 12.7354 0.0026 0.0012 0.0008
Si 5.6633 9.5863 10.3451 0.0001 0.0007 0.005
Si 5.4056 2.9696 12.6835 0.0091 0.0168 0.0159
Si 3.1038 12.5379 16.0056 -0.0072 -0.0034 0.0015
Si 2.666 9.376 19.8058 -0.0031 0.0029 -0.0025
Si 5.305 3.8289 15.5094 0.0072 0.0209 -0.0176
Si 3.3024 2.6436 10.6368 -0.0044 -0.0048 0.0014
Si 4.9443 10.9987 12.7325 0.0016 -0.002 0.0006
Si 6.4913 4.013 22.9654 -0.0001 0.0012 -0.002
Si 13.1155 0.7255 13.0335 -0.0061 -0.0048 0.0013
Si 8.6866 3.2239 9.4433 -0.0015 -0.0012 -0.0012
Si 9.606 14.0163 17.451 -0.0037 -0.0021 -0.0034
Si 12.2425 2.4597 18.395 0.0009 -0.0026 -0.002
Si 8.2284 4.5341 15.2076 0.0067 -0.0003 -0.0031
Si 4.6701 -0.0843 18.0336 0.0034 0.0014 -0.0033
Si 5.0069 4.8203 20.4548 -0.0013 -0.0004 0.0016
Si 7.266 7.6013 15.2824 0.0068 0.0066 -0.0036
Si 14.5548 6.7047 18.9118 0.0001 -0.0025 0.0017
Si 9.4269 7.7939 22.0731 -0.0004 0.0007 -0.0028
Si 18.2857 9.7094 17.4549 0.0019 0.0024 -0.0024
Si 10.7506 5.411 9.248 0.0011 0.0012 0.0015
Si 5.5226 13.0176 19.9711 0.0013 0.0001 -0.0015
Si 0.3965 -0.5699 18.4502 -0.0011 -0.0022 -0.0048
Si 9.5575 11.2175 16.1867 -0.0001 -0.0026 -0.0056
Si 8.6087 3.1026 12.5809 0.0039 -0.0121 0.0072
O 6.9839 13.9361 12.6402 -0.014 0.0004 0.0029
O 6.9964 -8.719 20.6646 -0.0021 0 -0.002
O 11.7147 0.9779 18.8024 0.0007 0.002 0.0015
O 4.7992 4.1991 13.8206 0.0082 -0.0154 -0.0008
O 2.1088 2.4121 16.982 0.0054 -0.0009 -0.0041
O 9.788 10.7745 14.6646 0.001 0.0002 -0.0033
O 5.5178 1.1838 18.6101 -0.0015 -0.0011 -0.0006
O 3.3824 10.5094 12.9616 0.0024 -0.0004 -0.002
O 2.5205 4.0338 10.2869 0.0022 -0.0006 0.0014
O 0.3388 5.3524 10.809 0.0025 -0.0004 -0.0002
O 5.101 3.5544 19.4262 0.0003 -0.0009 -0.0006
O 9.4034 3.5752 21.0072 -0.0004 -0.0005 -0.0006
O 15.703 6.4501 12.3512 0.1764 -0.0066 0.016
O 1.6966 9.4168 18.4827 0.0002 0.0001 0.0015
O 0.0733 8.1819 22.2512 0.0019 0.0002 -0.0016
O 13.3798 5.5681 18.9279 0.0004 0.0012 -0.0025
O 16.6628 -1.1533 17.4017 0.0004 -0.0019 0.0015
O 10.6181 10.297 17.0002 -0.0005 0 0.0011
O 4.5014 1.5614 21.1425 -0.0004 -0.0001 -0.0016
O 2.452 5.2048 12.6091 0.0132 -0.0026 0.0085
O 6.2557 4.7182 21.4905 0.0001 -0.0006 -0.0019
O 8.6473 9.0615 21.3583 0.0004 0.0004 -0.0029
O 8.0151 10.9532 16.6323 -0.0006 0.0002 0.002
O 3.1934 7.8605 19.9577 0 -0.0029 0.0004
O 15.9865 6.1383 19.4847 -0.0006 0.001 -0.0019
O 4.9443 12.5202 13.3469 0.0014 0.0101 -0.0014
O 8.8558 10.1712 12.369 -0.0009 0.0002 -0.0028
O 8.9709 4.1521 13.7928 -0.0022 -0.0027 -0.003
O 6.2054 10.2543 13.4648 -0.0014 0.0015 0.0006
O 7.7323 8.2441 13.8519 -0.0014 -0.0015 -0.0005
O 7.799 8.3475 16.6324 -0.0011 -0.003 -0.0003
O 4.2553 8.7739 10.2888 -0.0006 -0.0013 0
O 4.7015 3.2617 11.2898 0.005 -0.0012 -0.0004
O 5.3184 10.9964 11.1401 -0.0018 0.0005 -0.0038
O 4.4332 13.4928 15.8516 -0.005 -0.0058 0.0032
O 3.9196 10.3076 19.3615 0.0012 0.0003 0.0013
O 6.8849 3.5618 15.3641 -0.0083 -0.0041 0.0014
O 13.0804 3.0441 19.6493 -0.0016 -0.0023 -0.0021
O 0.6417 11.0952 12.7803 0.0021 0.0019 -0.0014
O -1.5396 6.3624 21.2236 0.0007 -0.0005 0.0007
O 5.6262 7.5416 15.3647 -0.0024 -0.0024 -0.0006
O 5.0291 5.13 16.4049 0.001 -0.0166 -0.0081
O 3.7934 7.2436 17.3608 0.0037 -0.0046 -0.0096
O 0.0748 3.4986 18.1353 0.0001 0.0029 0.0025
O 11.7023 4.9422 20.9444 0.0015 -0.0001 -0.002
O 7.8053 6.0829 15.1856 -0.003 0.0006 0.0032
O 5.3358 2.9241 23.2698 0 0.0002 0.0001
O 12.8685 9.8544 21.1746 -0.0004 0.0002 -0.0009
O 9.0609 11.7266 20.5676 0.0005 -0.0016 -0.0002
O 2.4884 1.8151 11.8233 0.0009 0.0024 -0.0042
O 2.3325 1.3429 14.5733 0.0016 0.0031 0.0003
O 9.102 4.3327 16.5496 -0.0006 0.0005 0.0022
O 3.6498 0.2743 16.7863 -0.0011 0.0014 -0.0006
O 9.4344 12.6832 12.8561 -0.0066 0.0092 -0.0045
O 10.3664 -1.2065 19.5674 0.0014 0.0005 -0.0004
O 7.7939 9.8131 19.0119 -0.0024 -0.0015 -0.0033
O 14.4449 15.6884 21.1786 0.0008 -0.0002 -0.0021
O 6.7745 -2.1152 11.3361 -0.0007 -0.0014 -0.0027
O 14.3524 6.3213 14.7865 -0.0086 -0.0079 -0.0166
O 2.4315 6.8912 10.6052 0.0027 0.001 -0.0011
O 9.817 4.1721 8.7832 -0.0007 -0.0002 -0.0012
O 8.8697 3.5142 11.0446 -0.0004 0.0007 -0.0025
O 9.8472 1.863 16.384 0.0006 0.0023 0.0003
O 8.5936 2.6399 18.6449 0.0007 0.0014 -0.0021
H 16.5984 6.7621 12.5648 -0.1727 0.0069 -0.0141

Results
free energy: -133980.413 eV
free energy less fixed offsets of H -15.97, O -568.88, Si -635.61 eV per atom: -2.483 eV

The program warned: the cutoff lies below the one the program advises for these potential files; the forces do not sum to zero within the program's tolerance; the exchange-correlation potential is rough where the density is thin.
